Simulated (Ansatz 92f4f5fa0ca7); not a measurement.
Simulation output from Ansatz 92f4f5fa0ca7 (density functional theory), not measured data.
Periodic cell of 228 atoms, Si140O88, from a study of silicon, its oxide and their interface. The atomic structure is a simulated model.
This geometry differs little from another in the collection (a relaxation step or a small displacement).

Settings: functional r2SCAN; potential files Ansatz PAW; basis plane waves; wave-function cutoff 800 eV; density cutoff ratio 5; exchange-correlation grid ratio 1; k mesh 1 x 1 x 1, shifted by 0.5 0.5 0 of a step; self-consistency stop 1e-10 eV per atom in the density residual; occupations fixed; spin none; net charge 0.

Cell vectors (angstrom)
a	10.887	0	0
b	0	10.887	0
c	0	0	32.8274

Atoms and the computed forces on them: element, x, y, z (angstrom), force x, y, z (eV/angstrom)
Si	0.1951	-0.4156	0.0222	-0.0138	-0.0012	-0.1095
Si	2.4331	2.926	0.0032	0.0145	-0.0299	-0.1301
Si	0.0924	5.0398	0.1127	-0.0098	-0.0043	-0.0885
Si	2.4995	8.3059	-0.0772	0.0206	-0.0107	-0.1254
Si	5.7134	-0.2929	0.1495	-0.0055	0.0208	-0.1003
Si	8.0855	2.6019	0.0316	-0.0002	-0.0082	-0.1113
Si	5.7972	5.5318	-0.0649	-0.0079	0.0173	-0.1287
Si	7.8886	8.4192	0.423	0.0085	-0.0127	-0.0752
Si	1.2673	1.3252	1.2882	-0.0005	-0.0021	0.0074
Si	4.2406	4.0483	1.1337	0.0014	0.0012	0.0018
Si	1.3375	6.7175	1.2493	0.0006	0.0008	0.0033
Si	4.0088	9.4961	1.322	0.0013	-0.0006	0.0052
Si	6.8974	1.2154	1.5013	-0.0044	0.0027	0.0065
Si	9.3746	4.009	1.4624	-0.0032	-0.0026	0.0008
Si	6.6592	6.8904	1.6316	0.0035	-0.0044	0.0041
Si	9.5653	9.5314	1.55	-0.0004	-0.0003	0.0045
Si	-0.083	2.6356	2.7418	0.0014	0.0002	0.0026
Si	2.6744	0.009	2.6747	0.0011	0.0031	0.0007
Si	0.0317	8.0546	2.7423	0	-0.0027	0.0006
Si	2.8143	5.4071	2.5818	0.0033	-0.0017	0.0009
Si	5.4631	2.6844	2.6658	-0.0005	-0.0011	0.0007
Si	8.2395	-0.0166	2.9233	0.001	0.001	0.0012
Si	5.2939	8.2417	2.8705	-0.0014	0.0014	-0.0009
Si	8.1051	5.4502	2.8118	0.0004	0.0028	-0.0017
Si	1.3902	4.0532	3.9659	-0.0001	0.001	-0.0014
Si	4.071	1.3536	4.0335	0.0008	-0.0007	0.0016
Si	1.3589	9.4944	4.067	0.0001	0.0006	-0.0013
Si	4.0059	6.7722	4.1251	0.0011	-0.0013	0.0006
Si	6.7652	4.0482	4.1101	-0.0004	-0.002	0.0014
Si	9.5463	1.3617	4.2379	0.0005	0.0008	-0.0012
Si	6.7848	9.5225	4.164	0.0005	0.0009	-0.0011
Si	9.5308	6.7682	4.1232	0.0001	0.0002	0.0017
Si	0.0256	-0.0463	5.4927	0.0007	-0.0001	0.0016
Si	2.721	2.718	5.3965	0.0007	-0.0004	0.0005
Si	0.0429	5.4026	5.4063	0.0007	-0.0011	0.0006
Si	2.6861	8.1567	5.4773	0.0008	0.0005	0.0011
Si	5.4324	0.0364	5.4564	-0.0001	0.0001	0.0007
Si	8.1484	2.7391	5.507	0.0007	0.0005	0.0001
Si	5.4231	5.4379	5.4593	0.0005	0.001	0.0014
Si	8.1662	8.1416	5.4662	0.0011	-0.0002	0.001
Si	1.3888	1.358	6.7934	-0.0002	0	-0.0001
Si	4.061	4.0764	6.7993	0.0004	0.0008	-0.0002
Si	1.3322	6.7878	6.8162	-0.0002	0.0003	0.0002
Si	4.0853	9.5348	6.7955	0.0004	0.0005	0
Si	6.7868	1.3735	6.8415	0.0006	0.0001	0.0015
Si	9.5587	4.0969	6.8057	-0.0001	0.0002	-0.0003
Si	6.8119	6.7968	6.8145	0.0005	0.0003	0.0004
Si	9.5122	9.5044	6.8303	0.0006	0.0006	0.0009
Si	0.031	2.7298	8.1492	0.0005	0.0006	0.0009
Si	2.7452	0.017	8.1605	0.0001	0.0007	0.001
Si	-0.0185	8.1474	8.1814	-0.0002	0.0001	0.0007
Si	2.7196	5.448	8.1654	0.0007	0.0004	0.0008
Si	5.4375	2.7487	8.1787	0.0008	-0.0003	0.0012
Si	8.1599	-0.0005	8.1741	0.0008	0.0001	0.0006
Si	5.4623	8.1923	8.1505	0.0012	0	0.0007
Si	8.2072	5.4677	8.1608	0.0004	0.0009	0.0005
Si	1.3783	4.0849	9.542	0.0005	0.0009	0.0011
Si	4.0771	1.3937	9.5367	0.0009	-0.0004	0.0012
Si	1.3743	9.5253	9.4816	0.0007	0.0001	0.0003
Si	4.1061	6.8244	9.4853	0	0.0002	0.0007
Si	6.8395	4.1168	9.4922	-0.0001	-0.0008	0.0007
Si	9.5508	1.3719	9.4816	0.0002	0.0004	0.0006
Si	6.7861	9.5569	9.5504	0.0005	0.0004	0.0011
Si	9.533	6.809	9.574	0.0009	0.0006	0.0007
Si	0.0513	0.0344	10.8226	0	0.0001	0.0011
Si	2.753	2.7577	10.9324	0.0003	0	0.0006
Si	0.0402	5.4441	10.9214	-0.0002	0.0012	0
Si	2.749	8.1836	10.836	0	0.0005	0.0003
Si	5.4191	0.059	10.9125	0.0004	-0.0007	0.0003
Si	8.2009	2.7445	10.8238	0.0002	-0.0001	0.0012
Si	5.4799	5.4814	10.8394	0	-0.0005	0.0007
Si	8.1487	8.1884	10.8959	0.0005	0.0002	0.0008
Si	1.3985	1.3504	12.2573	-0.0012	0	0.0005
Si	4.1622	4.1499	12.2475	0.0009	0.0006	0
Si	1.4709	6.8073	12.2351	0.001	0.0028	0.0007
Si	4.0209	9.5754	12.2398	-0.0004	-0.0018	0.0016
Si	6.7887	1.4913	12.2034	0.0027	-0.0003	-0.001
Si	9.5627	4.0368	12.2346	-0.0017	-0.0018	0.0012
Si	6.7713	6.8294	12.2577	-0.0005	-0.0024	0.002
Si	9.5505	9.6001	12.1431	0.0018	0.0015	0.0014
Si	0.0622	2.6883	13.6231	0.0008	-0.0034	0
Si	2.7215	0.0304	13.7063	-0.0014	-0.0008	-0.0006
Si	0.0735	8.2422	13.4255	-0.0028	-0.0024	0.0004
Si	2.8932	5.5048	13.6703	-0.0014	-0.0009	-0.0019
Si	5.5156	2.8676	13.6816	0.0014	0.0001	-0.0012
Si	8.1796	0.1236	13.4386	-0.003	0.0012	-0.0004
Si	5.3609	8.2272	13.5778	0.0026	0.0022	-0.0025
Si	8.1553	5.3907	13.5231	0.0016	0.0044	-0.0015
Si	1.5544	4.0101	14.9043	0.0006	-0.001	0.0057
Si	4.2128	1.4025	14.9935	-0.0002	0.0011	0.0095
Si	1.2391	9.5541	15.0038	-0.0006	0.0008	0.0066
Si	4.1425	6.9618	15.1748	0.0026	-0.0005	0.0088
Si	6.8645	4.2499	15.158	-0.0011	-0.0003	0.0093
Si	9.4768	1.3831	14.9391	0.0038	0.0008	0.0022
Si	6.8185	9.6264	14.7186	0.0014	-0.0031	0.0056
Si	9.6186	6.7868	14.6159	-0.0013	-0.0011	0.0042
Si	-0.6255	-0.4545	16.2027	-0.0048	-0.0159	-0.0996
Si	2.7845	2.5979	16.4034	-0.0047	-0.0009	-0.1331
Si	0.2407	5.5991	15.9124	0.0119	0.0118	-0.0863
Si	2.283	7.9568	16.355	0.0015	-0.0116	-0.1378
Si	5.8697	0.2644	16.2278	0.0199	0.019	-0.1281
Si	8.0321	2.5928	16.3904	-0.0123	-0.008	-0.1058
Si	5.9805	6.098	16.4753	0.019	0.0108	-0.1374
Si	8.2212	8.1712	15.8084	0.0047	0.0019	-0.0462
Si	-5.0088	18.6889	28.0271	0.0002	-0.0005	-0.2534
Si	8.9919	16.3709	26.219	-0.0099	-0.002	-0.2481
Si	4.1257	28.6969	30.3893	0.0055	-0.0054	-0.3064
Si	1.1529	16.0138	23.0476	-0.0113	0.0304	-0.2652
Si	15.8349	24.2242	28.2147	-0.0177	0.0119	-0.2989
Si	17.8215	12.5858	23.5468	0.012	-0.0603	-0.2397
Si	9.3898	6.2101	22.896	0.0429	-0.0163	-0.2652
Si	24.3376	16.6799	27.9105	-0.04	-0.015	-0.2331
Si	-10.8923	34.5131	28.5523	0.0335	0.0451	-0.2415
Si	11.4077	14.8847	26.857	0.024	0.0048	-0.2503
Si	15.262	-2.8623	21.3508	-0.0003	-0.025	-0.2843
Si	-1.6235	11.7587	30.8286	0.0035	0.0069	-0.2338
Si	2.2881	7.5555	19.2399	0.0151	0.0123	-0.2573
Si	-2.3668	6.8168	28.6015	0.0414	0.0087	-0.2847
Si	12.1436	10.6954	23.1016	0.0474	-0.0001	-0.2649
Si	20.4933	8.1837	25.0902	-0.0322	0.0441	-0.2779
Si	10.0226	3.8347	18.2886	-0.0399	-0.0452	-0.2374
Si	2.6205	7.8424	23.8621	0.004	-0.0202	-0.2959
Si	23.8398	2.5228	24.5033	-0.0187	-0.028	-0.2724
Si	14.9769	13.8549	19.2067	-0.0039	0.0233	-0.216
Si	19.9043	10.4975	23.3218	-0.0163	0.0086	-0.2267
Si	6.4192	12.3067	30.8122	-0.0275	0.0167	-0.2419
Si	-10.4992	-2.8538	27.6877	-0.0158	0.0027	-0.2379
Si	4.662	-5.0692	19.3501	0.026	-0.0454	-0.2465
Si	-4.3141	21.2455	21.5754	-0.0626	-0.029	-0.2706
Si	-10.1225	1.1817	18.1648	-0.0419	0.0057	-0.2133
Si	-5.5397	11.2077	19.1143	-0.0226	0.0237	-0.2624
Si	5.1642	-5.7787	26.5698	0.0292	-0.0053	-0.2452
Si	14.8039	-23.3228	26.1614	-0.0225	-0.027	-0.2726
Si	24.4345	0.7047	20.3947	0.0124	0.0463	-0.287
Si	0.014	5.9321	20.4485	0.0056	-0.0309	-0.3035
Si	2.535	1.9046	29.9241	-0.0151	-0.0237	-0.2611
Si	12.6803	21.4104	28.244	0.0174	-0.0621	-0.2164
Si	7.1391	4.6293	24.1998	0.037	-0.0106	-0.2594
Si	-2.3285	6.0847	31.5321	-0.0239	0.0175	-0.2335
Si	4.6802	-9.7038	25.4831	0.0316	0.0201	-0.2713
O	6.8523	-8.1697	-1.1151	0.0352	0.0268	0.1138
O	8.4196	-5.4195	-5.124	-0.0189	0.0321	0.1579
O	5.0843	-3.0463	-3.383	-0.0559	-0.0233	0.1695
O	8.614	3.1257	-14.9788	0.0439	0.0286	0.1102
O	9.9314	7.5585	-9.2007	-0.0028	0.0435	0.1472
O	-10.0785	9.2966	-4.2241	0.0045	0.0278	0.0882
O	2.9326	2.1883	-1.3767	0.0002	0.0457	0.1999
O	-1.2571	1.2117	-3.5282	-0.059	-0.0341	0.1516
O	5.7674	5.0173	-7.7975	-0.064	0.0155	0.1585
O	2.8031	-0.9336	-5.6882	-0.066	0.0431	0.1424
O	-2.6351	4.3564	-7.4852	0.0386	0.0227	0.1324
O	12.1811	4.0461	-0.413	-0.0063	0.0114	0.0581
O	-14.4074	5.217	-0.5835	-0.0347	-0.0195	0.0865
O	12.3855	15.4803	-4.8453	0.0286	0.0183	0.0965
O	7.7139	0.4379	-2.115	0	0.0045	0.0759
O	-7.4593	3.314	17.7398	0.0447	0.0084	0.1653
O	5.5904	-5.0823	18.0254	-0.0536	-0.006	0.1868
O	5.3608	21.3921	17.6473	-0.0202	0.0001	0.1821
O	3.809	18.4819	22.7879	-0.068	-0.0044	0.1949
O	1.8306	12.2622	16.9507	-0.0327	-0.0217	0.1044
O	-0.579	4.8336	17.0672	-0.024	-0.0416	0.1291
O	21.3193	-5.8563	23.3537	-0.0179	-0.0084	0.1057
O	-19.1998	22.0866	29.505	0.0202	0.0484	0.1162
O	12.6394	-1.6795	23.5593	0.0085	-0.0341	0.099
O	3.1538	-4.6687	18.9191	-0.0064	0.0132	0.0872
O	27.2517	25.5311	27.4142	-0.0087	-0.0531	0.1174
O	10.5875	5.2106	26.1661	0.0171	-0.0215	0.0973
O	12.3067	11.9619	24.1147	0.0178	0.0731	0.1202
O	17.655	9.3997	32.5612	0.0039	-0.0047	0.0496
O	10.5074	11.0659	17.6762	0.0348	0.0342	0.1143
O	13.2935	8.4935	17.9052	-0.0033	-0.0175	0.1826
O	11.9018	13.2897	29.6868	0.0293	0.0028	0.1073
O	1.8898	-7.1685	23.3936	0.02	-0.0628	0.1251
O	-3.6869	7.1976	16.6611	-0.0157	-0.013	0.0491
O	3.3116	16.859	29.3375	0.0559	0.038	0.1756
O	1.3537	14.006	25.8068	-0.061	0.0536	0.1775
O	-20.0007	6.4406	23.8104	0.0104	0.024	0.1022
O	9.6649	6.5146	21.3253	-0.057	0.0082	0.1779
O	3.537	13.6182	28.9495	-0.0447	-0.0159	0.1219
O	15.8986	16.9239	31.4124	0.0532	-0.0529	0.1618
O	1.2531	6.7001	16.5506	0.0113	0.0123	0.0624
O	1.7136	7.1205	27.5584	0.0204	-0.0167	0.0769
O	16.7108	17.2386	27.3293	0.0095	0.0548	0.1084
O	5.1422	6.8358	20.5213	0	0.0713	0.1403
O	10.1638	15.6467	19.5943	0.0366	0.0935	0.1718
O	11.6447	17.977	19.5636	-0.0449	-0.0349	0.1124
O	14.5241	13.1181	24.8003	0.0373	-0.0177	0.1012
O	4.7076	23.0849	27.0887	0.0075	0.0441	0.1935
O	5.9666	12.8015	29.3437	0.068	-0.0458	0.1881
O	13.0818	0.231	21.8438	-0.0739	-0.0468	0.2196
O	20.2272	2.0995	31.8995	-0.0203	0.0418	0.1105
O	19.8275	9.6141	24.6952	0.0136	-0.0598	0.1297
O	-0.0811	41.0941	26.159	0.0609	-0.0132	0.1813
O	11.7139	0.7958	27.6352	-0.01	0.0174	0.0979
O	12.2555	20.3157	32.3923	-0.0004	-0.0005	0.0558
O	-7.564	8.0986	25.2986	0.0544	0.0502	0.1814
O	-7.8617	8.3391	20.4599	0.0533	0.0195	0.1452
O	1.4095	0.4405	19.4219	0.0626	-0.0239	0.1539
O	27.9359	1.4891	24.9395	-0.0712	-0.0077	0.1422
O	-0.8477	7.3504	28.4659	-0.0407	-0.015	0.1043
O	3.1208	7.8095	31.3005	-0.0513	0.0429	0.1606
O	4.6457	15.1911	19.8963	0.0034	0.006	0.0874
O	3.978	10.7999	19.8822	-0.0282	-0.0113	0.0983
O	9.2211	-1.6698	16.5952	0.0107	0.0111	0.0435
O	-5.4377	9.1933	21.6678	0.0183	0.0134	0.0895
O	16.0977	19.7626	27.0154	0.0544	-0.0421	0.1312
O	11.096	13.5384	18.503	0.0062	0.011	0.071
O	21.4354	-0.3086	22.7825	-0.0198	-0.005	0.0822
O	4.3123	10.5303	25.127	-0.0075	-0.0209	0.1071
O	7.8457	16.6562	23.2267	-0.0434	-0.0344	0.116
O	17.51	21.627	19.989	0.0511	-0.0305	0.1749
O	-0.8484	5.4335	31.6401	0.04	-0.0202	0.0998
O	-2.221	-3.8742	25.7179	-0.0096	-0.0452	0.1247
O	-3.9456	-7.5855	23.2808	-0.0021	0.0391	0.097
O	-0.5348	-7.8583	27.5926	-0.0157	-0.0653	0.1221
O	3.0303	-8.6006	20.2322	-0.0265	-0.037	0.1064
O	27.0846	1.935	18.9486	-0.0037	-0.0174	0.0834
O	18.3599	29.7938	28.2481	0.0065	-0.0036	0.0881
O	14.4529	5.4098	26.6703	-0.0263	0.0108	0.1056
O	8.4441	1.1022	23.6403	-0.0019	0.0225	0.0768
O	10.302	-0.2046	31.4137	0.0371	-0.0257	0.1249
O	18.9005	9.885	22.1687	0.0683	0.0108	0.1188
O	-2.218	7.5924	32.0826	-0.015	0.0392	0.0951
O	5.3059	0.5145	31.5836	-0.0064	-0.0436	0.1221
O	12.0809	-5.5326	21.4238	0.0253	-0.0281	0.1862
O	6.1652	11.726	22.3816	0.0221	0.0734	0.1483
O	8.1229	-4.6714	30.0129	0.0006	-0.0392	0.2132
O	-3.916	1.3863	16.696	-0.0089	-0.0077	0.0589

Results
free energy: -139738.516 eV
free energy less fixed offsets of O -570.45, Si -639.56 eV per atom: -0.516 eV

The program warned: the cutoff lies below the one the program advises for these potential files; the forces do not sum to zero within the program's tolerance; empty levels may hold ghost states of the PAW files; the exchange-correlation potential is rough where the density is thin.
